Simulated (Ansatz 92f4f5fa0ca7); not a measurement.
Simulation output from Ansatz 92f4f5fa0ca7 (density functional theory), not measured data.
Periodic cell of 255 atoms, Si165O90, from a study of silicon, its oxide and their interface. The atomic structure is a simulated model.
Doubt: the cutoff is far below the 930 eV that the study's wrapper takes by default for these files, so forces and energies are approximate.
This geometry differs little from another in the collection (a relaxation step or a small displacement).

Settings
functional: PBE
potential files: Ansatz PAW
basis: plane waves
wave-function cutoff: 580 eV
density cutoff ratio: 5
exchange-correlation grid ratio: 1
k mesh: 1 x 1 x 1, Gamma-centred
self-consistency stop: 5e-08 eV per atom in the density residual
occupations: fixed
spin: none
net charge: 0

Cell vectors (angstrom)
a	10.938	0	0
b	0	10.938	0
c	0	0	38.0819

Atoms and the computed forces on them: element, x, y, z (angstrom), force x, y, z (eV/angstrom)
Si	0	0	0.683	-0.028	-0.0144	-0.0055
Si	5.469	0	0.683	-0.0163	-0.0136	-0.0052
Si	2.7345	2.7345	0.683	-0.0112	-0.0251	0.0012
Si	8.2035	2.7345	0.683	0.0112	-0.0391	-0.0049
Si	0	5.469	0.683	0.0176	-0.0493	-0.0016
Si	5.469	5.469	0.683	-0.0065	-0.0142	0.0008
Si	2.7345	8.2035	0.683	-0.0214	-0.0242	-0.0065
Si	8.2035	8.2035	0.683	-0.0177	-0.0354	0.01
Si	1.3673	1.3673	2.0503	0.0283	0.0111	0.069
Si	6.8362	1.3673	2.0503	0.038	0.0046	-0.1144
Si	4.1018	4.1018	2.0503	0.0456	0.0201	0.0257
Si	9.5708	4.1018	2.0503	0.0281	0.0088	-0.0196
Si	1.3673	6.8362	2.0503	0.0903	0.0253	-0.1278
Si	6.8362	6.8362	2.0503	0.0525	-0.0093	0.1014
Si	4.1018	9.5708	2.0503	0.0519	0.0217	-0.0123
Si	9.5708	9.5708	2.0503	0.0739	0.0419	0.0206
Si	2.7345	0	36.0304	-0.0838	-0.0038	-0.081
Si	8.2035	0	36.0304	-0.0044	-0.0257	0.0972
Si	0	2.7345	36.0304	-0.0402	-0.0699	-0.0006
Si	5.469	2.7345	36.0304	-0.0485	0.0279	-0.0213
Si	2.7345	5.469	36.0304	0.0137	-0.0069	0.0946
Si	8.2035	5.469	36.0304	-0.0883	-0.0036	-0.0723
Si	0	8.2035	36.0304	-0.0732	0.0329	-0.0154
Si	5.469	8.2035	36.0304	-0.0968	-0.0393	-0.0023
Si	4.1018	1.3673	37.3976	0.0178	0.0078	-0.0084
Si	9.5708	1.3673	37.3976	0.0069	0.03	0.0051
Si	1.3673	4.1018	37.3976	0.0043	0.0147	-0.0099
Si	6.8362	4.1018	37.3976	-0.0043	0.0339	0.0086
Si	4.1018	6.8362	37.3976	-0.0004	0.0347	0.0128
Si	9.5708	6.8362	37.3976	-0.0024	0.0474	-0.0016
Si	1.3673	9.5708	37.3976	0.0177	0.0382	0.0041
Si	6.8362	9.5708	37.3976	0.0248	0.0164	-0.006
Si	0.1042	-0.2222	27.9261	0.0174	0.0058	0.0044
Si	5.2586	0.1082	27.7882	0.0042	0.0025	0.0126
Si	2.9878	2.3423	27.8183	-0.005	-0.019	-0.026
Si	7.8347	3.0982	27.901	0.0157	0.028	-0.0102
Si	-0.3994	5.7476	27.7009	-0.0069	-0.0098	-0.0063
Si	5.6181	5.3507	27.9825	0.0117	-0.0046	-0.008
Si	2.3483	8.5186	27.9915	0.0004	0.0047	0.0069
Si	8.2324	7.9068	27.97	-0.0058	-0.0066	-0.0017
Si	1.3423	1.3331	29.187	0.0051	-0.006	0.0049
Si	6.7833	1.3604	29.1193	-0.0243	-0.0051	-0.0003
Si	4.0093	4.0617	29.1247	0.0125	0.0093	0.0075
Si	9.513	4.1549	29.1571	-0.0095	0.0094	-0.0059
Si	1.211	6.8188	29.1299	-0.0051	0.0127	-0.0083
Si	6.7865	6.7875	29.4009	0.0035	-0.0042	0.0019
Si	4.0475	9.5875	29.2207	-0.0063	0.0147	-0.0079
Si	9.4596	9.5339	29.1943	-0.0061	-0.0096	0.0155
Si	2.7063	0.0129	30.6158	0.0016	-0.0002	-0.0217
Si	8.1497	0.0268	30.5247	0.0051	-0.0015	0.0061
Si	-0.0297	2.7608	30.4896	-0.0012	-0.0041	-0.0023
Si	5.4132	2.7243	30.5358	0.0057	0.0012	-0.0134
Si	2.6451	5.4625	30.4735	0.0015	-0.004	0.0022
Si	8.2047	5.4365	30.6777	0.0044	-0.001	-0.0102
Si	-0.0968	8.176	30.581	0.0009	-0.0046	-0.0115
Si	5.3966	8.2263	30.6079	-0.0026	-0.0038	0.0011
Si	4.0695	1.3892	31.9529	-0.0035	-0.0046	0.0059
Si	9.5517	1.3775	31.8825	0.0017	-0.0005	-0.0004
Si	1.3213	4.113	31.896	-0.0025	-0.0028	-0.0011
Si	6.7991	4.0505	31.948	-0.0056	0.0001	0.0033
Si	4.0291	6.8085	31.9018	0.001	0.0016	-0.0029
Si	9.5366	6.8394	32.0053	-0.0049	-0.0034	0.0061
Si	1.3253	9.5435	31.9223	-0.0024	0.0005	0.008
Si	6.7944	9.6056	31.9298	-0.003	-0.0031	-0.0004
Si	-0.0248	0.0028	33.2717	-0.0006	-0.0021	-0.0032
Si	5.4363	0.0146	33.3097	-0.0013	0.0037	-0.0035
Si	2.6956	2.7567	33.2885	0.0028	0.004	-0.0036
Si	8.1878	2.7076	33.2982	-0.0019	-0.0013	-0.0012
Si	-0.0162	5.4618	33.315	-0.0013	0.0023	-0.0027
Si	5.4321	5.4578	33.2765	0.003	-0.0031	-0.0026
Si	2.6965	8.1842	33.2927	-0.004	-0.0004	-0.0024
Si	8.1581	8.2275	33.3107	0.0038	0.0002	-0.0021
Si	1.3523	1.3617	34.6519	0.0009	-0.0007	-0.0005
Si	6.8275	1.3534	34.6728	0.0012	0.0003	0.0006
Si	4.0839	4.0975	34.6613	-0.0004	-0.0003	0.0002
Si	9.5555	4.0854	34.6638	0	0.0021	0.0001
Si	1.3555	6.822	34.6747	0.0003	0.0012	0.001
Si	6.8101	6.8265	34.6557	0.0003	-0.0001	-0.0011
Si	4.0828	9.5552	34.6567	0.0015	0.0005	-0.0001
Si	9.5593	9.5749	34.66	0.0002	0.0015	0
Si	2.7477	0.0036	3.4203	-0.0012	0.0017	0.0003
Si	8.2099	0.0127	3.413	-0.0004	-0.0007	-0.0007
Si	0.0138	2.752	3.423	0.0001	-0.0015	-0.0001
Si	5.4905	2.741	3.4119	-0.0001	-0.0006	-0.0003
Si	2.7558	5.4953	3.415	-0.0006	-0.0007	-0.0013
Si	8.2209	5.471	3.4255	-0.0003	0.0002	-0.0007
Si	0.0176	8.2024	3.4088	-0.0005	-0.0001	-0.001
Si	5.4835	8.2198	3.4239	-0.001	-0.001	-0.0004
Si	4.1363	1.3713	4.772	0.0002	0.0004	0.0036
Si	9.578	1.3757	4.778	0.0026	-0.0029	0.0042
Si	1.383	4.1476	4.7752	0.001	0.0015	0.0031
Si	6.8676	4.0873	4.7932	-0.003	-0.0017	0.0034
Si	4.1399	6.8408	4.7996	0.001	-0.0038	0.0036
Si	9.6067	6.8395	4.7825	-0.0019	0.0038	0.0038
Si	1.4079	9.5372	4.7784	-0.0017	-0.0014	0.0037
Si	6.8655	9.5799	4.7912	0.0029	0.0008	0.0021
Si	0.0041	-0.0396	6.0805	-0.0034	-0.0014	-0.0103
Si	5.5028	0.01	6.1621	-0.0024	0.0018	0.0008
Si	2.7895	2.7923	6.0835	0.0001	-0.0026	-0.01
Si	8.2325	2.735	6.1916	0.0019	0.0008	0.001
Si	0.0392	5.5096	6.1882	0.0011	-0.0031	0.0008
Si	5.5325	5.4787	6.1511	0.005	0.007	-0.0063
Si	2.7782	8.1886	6.1948	0.0037	0.003	-0.0006
Si	8.2466	8.2011	6.1375	0.0016	-0.0043	-0.0059
Si	1.3959	1.3756	7.3108	0.0009	0.0068	0.0126
Si	6.8617	1.3557	7.5663	0.0047	-0.0035	-0.0021
Si	4.1491	4.1393	7.5034	0.0014	-0.0022	0.0152
Si	9.6007	4.1444	7.5416	0.0012	0.0008	-0.001
Si	1.4187	6.8467	7.6134	0.003	-0.0017	-0.0017
Si	6.9368	6.8189	7.5258	0.0004	-0.0036	0.0158
Si	4.1837	9.5508	7.5402	0.0002	-0.0004	-0.0002
Si	9.6131	9.5459	7.5121	0.0074	0.0012	0.0132
Si	2.7689	0.0894	8.7	0.0014	0.0051	-0.002
Si	9.7989	1.2145	10.0645	0.0079	-0.0141	0.0164
Si	0.0762	2.7033	8.7219	0.0044	-0.0087	-0.0051
Si	5.536	2.8035	8.8946	-0.0097	0.0057	-0.0041
Si	2.8194	5.4792	8.9671	0.007	-0.0039	-0.0059
Si	8.3156	5.5182	9.0039	-0.0072	0.0097	0.005
Si	0.0635	8.2491	8.9737	-0.0174	-0.0031	-0.0065
Si	5.5945	8.1802	8.9101	0.0076	-0.0083	0.0027
Si	3.9065	1.6031	10.0777	-0.0059	-0.0038	0.0122
Si	8.2253	-0.0609	8.9019	0.011	0.0041	-0.0131
Si	1.6535	3.7572	10.0916	0.0039	-0.0155	0.0205
Si	6.6751	4.3788	10.2718	0.0011	0.0098	0.0138
Si	4.4551	6.6439	10.2695	0.0089	0.0056	0.0134
Si	9.5208	7.0637	10.4125	-0.003	0.0031	-0.0072
Si	1.1799	10.0222	10.0734	-0.0031	0.018	0.0291
Si	7.1922	9.2439	10.3096	-0.009	-0.0212	0.0239
O	8.4559	2.6706	26.4497	-0.0022	-0.0014	0.0199
O	2.3799	2.7743	26.3486	0.0026	-0.0023	0.0173
O	8.3422	8.1613	10.8631	-0.0064	0.0021	-0.0035
O	0.7553	4.237	11.3801	0.0063	-0.0026	-0.0079
O	17.6406	4.2228	27.4675	-0.0061	0.0048	0.0037
O	-0.6608	11.4551	26.6633	0.0063	0.0184	0.0271
O	7.3078	3.7785	11.6743	-0.007	0.0035	-0.0083
O	-1.7823	1.8979	11.4115	0.01	-0.0062	-0.0095
O	3.9866	7.4564	11.6306	0.0063	-0.0082	-0.0116
O	6.4437	9.835	11.66	0.0117	-0.0059	-0.0091
O	10.2806	6.4316	11.7749	-0.011	0.0091	-0.003
O	12.9147	20.6324	11.4714	-0.0054	-0.0004	-0.0154
O	4.5292	0.765	11.3425	-0.0059	0.0077	-0.0043
O	2.7832	2.6794	10.6637	-0.0041	0.007	-0.0159
O	10.9468	11.0798	10.5633	0.002	0.0005	-0.0105
O	5.5356	16.4176	10.757	-0.0025	0.0005	-0.008
O	7.3002	8.2729	26.6666	0.0087	-0.0425	0.0318
O	5.1505	6.2097	26.6421	-0.0038	-0.0071	0.0064
O	15.0877	12.1929	27.3749	-0.0101	0.004	0.0051
O	14.0005	7.8964	26.6582	-0.0039	-0.0009	-0.0045
O	12.1859	-1.317	27.4151	0.0095	-0.0049	0.0055
O	0.015	5.2377	26.1868	-0.0024	0.0091	0.0194
O	-1.5379	6.8984	27.3936	0.0057	-0.003	0.0004
O	5.8156	10.4126	26.3545	-0.0227	0.021	0.0138
Si	8.4489	2.8676	24.8345	-0.0137	0.0003	0.0044
Si	-0.0527	4.8151	24.6011	0.0013	0.0079	0.0043
Si	0.5254	6.9754	22.3331	0.0007	0.0006	0.0103
Si	11.2159	0.7446	20.8499	-0.0013	-0.0015	0.0039
Si	3.4742	-1.1751	17.355	0.0007	-0.0005	0
Si	7.9712	7.4426	15.3681	-0.0011	-0.0035	-0.0102
Si	3.7291	0.4245	14.5735	0.0014	0.0082	-0.0142
Si	3.7443	6.6265	25.9354	0.0006	-0.0105	0.0001
Si	10.3417	6.0773	16.7448	-0.0044	-0.0042	0.0036
Si	6.3831	3.2859	20.8927	0.0027	-0.0023	0.0082
Si	7.9549	2.4507	12.3647	0.0063	0.0047	-0.0055
Si	-1.5823	9.8762	18.96	0.0036	-0.0019	0.0055
Si	11.6424	3.9155	15.1404	0.0038	-0.0089	-0.007
Si	5.9007	7.6596	17.4752	0.0008	-0.0048	-0.0028
Si	5.4221	3.0876	23.621	0.0013	-0.0029	0.0092
Si	9.286	2.9919	20.3532	0.0003	-0.0014	0.0044
Si	5.3471	6.0638	15.0205	0.0059	-0.0045	-0.0107
Si	5.693	11.124	12.3217	-0.0097	-0.0056	-0.0059
Si	7.4472	7.6126	20.1748	-0.0006	-0.002	0.0087
Si	11.6889	9.7586	23.2401	0.0028	-0.0055	0.007
Si	-1.3073	0.1828	25.1939	0.0173	0.0347	-0.009
Si	5.1903	2.7474	18.3306	-0.0021	-0.0021	0.0014
Si	3.151	7.9546	23.2338	-0.0041	0.007	0.0042
Si	0.5241	8.7785	16.8932	-0.003	-0.001	-0.0001
Si	11.4693	5.4701	12.4133	0.0043	-0.0078	-0.0003
Si	5.2825	11.6751	21.884	-0.0038	0.0022	0.0075
Si	6.9161	9.4426	25.6101	-0.0408	-0.0106	-0.0029
Si	-1.5739	1.9021	14.9322	0.0051	-0.0057	-0.012
Si	3.1608	0.8338	19.7773	0.0046	-0.0079	0.0012
Si	1.6575	9.8062	13.0628	-0.006	0.0053	-0.0069
Si	-1.0253	5.8682	19.8815	-0.0062	0.0053	-0.0067
Si	3.152	7.2428	13.0233	0.0113	0.008	-0.0074
Si	2.6877	3.9006	25.2159	0.0045	0.005	-0.0051
Si	5.9609	-2.1016	22.6215	0.0009	-0.0046	0.0004
Si	9.9638	9.8153	14.5115	-0.0011	-0.0032	-0.0055
Si	3.9358	3.4367	15.4763	0.0019	0.0016	-0.0162
Si	8.0325	1.4954	17.7907	0.0015	0.0011	-0.0004
O	6.3999	1.7253	17.8453	0.0019	-0.0018	0.0021
O	3.6549	-0.1855	16.0782	-0.0012	-0.0011	0.0091
O	5.5507	3.8925	22.1772	-0.0019	0.0003	0.0015
O	2.1662	6.9686	22.379	0.0021	0.002	-0.0047
O	8.8389	8.6077	14.5802	0.0052	0.0012	0.0062
O	-1.4778	4.0557	24.3555	0.002	0.005	-0.0104
O	2.4761	8.5562	13.7023	0.0002	0.0012	0.009
O	-4.1401	1.3379	12.5786	-0.0002	0	0.0122
O	9.2674	0.3457	14.4263	-0.0037	0.0065	0.0098
O	6.1674	1.6595	20.8736	0.0004	-0.0023	-0.0018
O	5.874	3.8132	19.4147	0.0005	0.0006	-0.0012
O	4.1575	6.7891	14.1995	-0.0056	0.0017	0.007
O	4.4486	3.3884	17.0297	0.0032	-0.0035	0.0133
O	7.2344	8.1667	16.6508	0.0083	0	-0.0017
O	5.3028	6.3688	16.644	-0.0006	-0.0001	0.0002
O	8.9516	6.2495	15.906	-0.0051	0.0043	0.0088
O	6.8013	6.6619	14.4915	0	0.0003	0.0102
O	6.8986	3.146	24.3535	0.0035	-0.0002	-0.0055
O	-0.4964	8.9858	18.1395	-0.0022	-0.0002	0.0039
O	3.9352	2.0983	19.1367	-0.0005	-0.0041	0.0005
O	6.3012	7.3308	19.028	-0.0049	-0.0027	-0.0016
O	-0.073	6.0547	23.5399	-0.0022	-0.0079	-0.0007
O	8.3194	8.9115	19.7433	0.0069	0.0078	-0.003
O	8.5795	2.8176	13.8238	-0.0049	0.0002	0.0005
O	8.467	-0.0708	17.9988	0.0009	-0.0023	0.0013
O	1.3326	3.9552	24.2821	0.0077	-0.0023	-0.001
O	6.8338	7.8431	21.6723	-0.0036	0.0016	0.0018
O	0.0347	9.6384	13.2336	0.007	-0.0039	0.0005
O	1.576	1.188	19.9544	0.0004	-0.0026	0.0002
O	10.09	6.2468	18.327	0.0008	-0.0081	0.0031
O	8.587	2.0325	16.3575	0.0017	0.0015	0.0015
O	11.3412	7.276	16.2807	-0.0004	-0.0029	0.0025
O	-0.0244	8.4954	22.5602	0.0008	0.0067	-0.0037
O	10.1834	4.2863	20.0253	-0.0009	-0.0005	-0.001
O	2.2285	9.2264	23.7423	0.0008	-0.0004	-0.0069
O	0.033	9.8668	15.7935	-0.0022	0.0054	-0.0008
O	8.7764	2.3352	18.9616	0.0007	-0.0014	-0.0003
O	3.8216	0.4423	21.2224	-0.0023	0.0012	-0.0112
O	8.4036	6.3014	20.3203	0.0075	-0.0047	-0.0068
O	5.0032	4.4776	14.7804	0.0041	0.003	0.0066
O	2.2993	11.1392	13.7784	-0.0028	-0.0037	0.0045
O	4.9635	-0.2519	13.7206	0.0101	-0.0006	-0.0026
O	8.2836	10.243	25.3234	0.0068	-0.0003	-0.028
O	-2.9645	3.4961	21.1878	0.0002	-0.0022	-0.005
O	9.1688	1.4861	24.3161	0.0036	-0.0037	-0.011
O	3.8942	7.0841	24.3929	0.0043	-0.0052	0.0082
O	3.372	-0.4048	18.7681	-0.0012	0.0112	0.0046
O	2.3416	3.8565	15.3066	-0.0089	0.0038	0.0078
O	0.879	10.9858	22.1854	0.0013	-0.0049	0.0006
O	4.7633	8.802	17.4525	-0.0029	0.006	0.001
O	6.3537	8.7887	24.2167	-0.0048	-0.0083	-0.0083
O	2.0857	-1.9982	17.2408	0.0066	0.001	0.0037
O	4.3916	8.4906	22.3452	-0.0068	-0.0052	-0.0016
O	11.1297	4.8233	13.8688	0.0002	0.0095	-0.0045
O	10.2642	12.9563	21.2191	0.0013	-0.0012	-0.0054
O	6.1874	-0.5811	22.1028	0.0051	0.0036	-0.0074
O	11.0313	4.6379	16.4712	-0.0022	0.0051	0.0039
O	4.0696	2.0093	14.7124	0.0019	-0.0105	0.0031
O	1.9471	6.2393	12.5984	-0.011	-0.0121	0.005
O	5.0813	1.5144	23.3101	0.0002	0.0041	-0.0008
O	10.8046	10.2762	24.4792	0.0241	-0.0125	-0.0245
O	2.7852	5.32	26.0175	0.0016	0.0066	-0.0001
O	0.0853	6.5686	20.8326	-0.0002	0.0021	-0.005
O	10.2417	-0.2653	20.0498	0.0028	0.0028	-0.0009
O	4.1347	3.6747	24.4525	-0.0119	0.004	-0.0001
O	10.9225	2.436	15.0452	-0.0012	0.0033	0.0091

Results
free energy: -156081.257 eV
free energy less fixed offsets of O -568.88, Si -635.61 eV per atom: -6.407 eV

The program warned: the cutoff lies below the one the program advises for these potential files; the forces do not sum to zero within the program's tolerance; the exchange-correlation potential is rough where the density is thin.
